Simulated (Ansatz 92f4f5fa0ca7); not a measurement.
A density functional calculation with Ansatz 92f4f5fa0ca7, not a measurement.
Periodic cell of 192 atoms, Si128O64, from a study of silicon, its oxide and their interface. The atomic structure is a simulated model.
This geometry differs little from another in the collection (a relaxation step or a small displacement).

Settings: functional r2SCAN; potential files Ansatz PAW; basis plane waves; wave-function cutoff 800 eV; density cutoff ratio 5; exchange-correlation grid ratio 1; k mesh 1 x 1 x 1, shifted by 0.5 0.5 0 of a step; self-consistency stop 1e-10 eV per atom in the density residual; occupations fixed; spin none; net charge 0.

Cell vectors (angstrom)
a  10.888  0  0
b  0  10.888  0
c  0  0  28.1904

Atoms and the computed forces on them: element, x, y, z (angstrom), force x, y, z (eV/angstrom)
Si  0.069  -0.0598  0.2337  -0.005  -0.0017  -0.0151
Si  2.9735  2.6026  0.0352  0.0025  0.0016  -0.0169
Si  -0.2458  5.7845  -0.0681  -0.0011  -0.0016  -0.0173
Si  2.433  8.7978  -0.142  0.0027  -0.0004  -0.0239
Si  5.1806  0.3943  0.0809  -0.0013  -0.0006  -0.0196
Si  7.868  3.2875  0.273  0  0.0021  -0.0119
Si  5.6011  5.3677  0.2318  -0.002  -0.0027  -0.0116
Si  8.5029  8.0829  0.0333  0.0011  0.0055  -0.0153
Si  1.3506  1.5136  1.3851  0.0002  0.0012  -0.0001
Si  4.0745  4.1222  1.4546  -0.0004  -0.0002  0.0016
Si  1.4101  6.9678  1.1337  0.0011  0.0013  0.0008
Si  4.0128  9.7169  1.3617  -0.0016  0.0004  0.0034
Si  6.7829  1.5135  1.38  -0.0007  0.0005  0.0003
Si  9.5082  4.3679  1.4922  -0.0012  0.0013  0.0038
Si  6.8526  6.9707  1.3675  0.0021  0.001  0.0012
Si  9.5352  9.5564  1.5278  -0.0011  -0.0022  0.0037
Si  -0.0337  2.8663  2.7188  0.0013  0.0016  -0.0001
Si  2.6782  0.1293  2.7892  0  -0.0001  -0.0019
Si  0.0805  8.1898  2.7507  -0.0003  -0.0017  -0.0013
Si  2.6706  5.5676  2.6318  -0.0009  0.0011  -0.0012
Si  5.4373  2.7908  2.8319  0.0002  -0.0002  -0.0026
Si  8.115  0.0886  2.7308  -0.0001  0.0004  -0.0022
Si  5.4075  8.298  2.6635  -0.0004  0.0013  -0.0013
Si  8.1521  5.6548  2.8585  -0.0003  -0.0009  -0.0023
Si  1.3467  4.1981  4.0662  -0.0003  -0.0018  0.0001
Si  4.0707  1.4253  4.1586  0.0007  -0.001  0.0008
Si  1.3781  9.5791  4.114  -0.0003  0.0004  0.0015
Si  4.0775  6.8727  4.015  -0.0012  -0.0005  0.0006
Si  6.8182  4.1722  4.1315  -0.0008  0.001  0.0012
Si  9.5205  1.4339  4.0622  -0.0015  0.0001  0.0009
Si  6.7597  9.6106  4.0856  0  -0.0013  -0.0001
Si  9.5746  6.9158  4.1746  0.0004  0.0002  0.0004
Si  -0.024  0.0379  5.4316  -0.001  0.0001  -0.0014
Si  2.6913  2.8008  5.4516  0.0005  0.0012  -0.0005
Si  -0.0071  5.4801  5.4908  0.0003  -0.0002  -0.0013
Si  2.7435  8.195  5.4392  -0.0002  -0.0007  -0.0008
Si  5.4187  0.0323  5.4899  0.0002  -0.0001  -0.0008
Si  8.1688  2.7637  5.4569  -0.0002  -0.0008  -0.0009
Si  5.4111  5.5047  5.4355  0.0005  -0.0006  -0.0014
Si  8.1504  8.255  5.4607  0.0002  0.0003  -0.0002
Si  1.3537  1.373  6.7901  0.0012  -0.0002  -0.0013
Si  4.0831  4.1153  6.8122  -0.001  -0.001  -0.0008
Si  1.3902  6.8214  6.808  -0.0013  -0.0005  -0.001
Si  4.0898  9.5179  6.8326  -0.0005  0  -0.0005
Si  6.8148  1.3774  6.8113  -0.0005  0.0002  -0.0011
Si  9.5395  4.08  6.8335  -0.0011  0.0003  -0.001
Si  6.807  6.8264  6.7932  -0.0002  0.0002  -0.0014
Si  9.5232  9.5709  6.8242  -0.001  -0.0012  -0.0001
Si  -0.0052  2.6817  8.1767  -0.0016  -0.0009  0
Si  2.7021  -0.0183  8.1596  -0.001  0.0009  -0.001
Si  0.0069  8.1602  8.1481  0.0003  0.0006  -0.0007
Si  2.7124  5.4332  8.1787  0.0011  -0.0004  -0.0006
Si  5.4377  2.7119  8.1584  -0.0004  0.0006  -0.0014
Si  8.1569  0.0061  8.183  0.0006  0.0002  -0.0004
Si  5.446  8.1399  8.1791  0.0003  -0.0018  -0.0005
Si  8.1473  5.4283  8.1598  -0.0005  -0.0003  -0.0012
Si  1.3808  4.0114  9.5152  0.0015  0  0.0002
Si  4.0885  1.3157  9.5075  -0.0001  -0.0013  -0.0001
Si  1.3613  9.4878  9.5363  -0.0004  -0.001  0.0014
Si  4.0917  6.7559  9.5328  -0.001  0.0005  -0.0005
Si  6.8145  4.0293  9.5314  -0.0001  -0.0011  0.0007
Si  9.5335  1.3164  9.5501  -0.0005  0.0004  -0.0001
Si  6.8211  9.486  9.5174  -0.0009  -0.0005  -0.0003
Si  9.559  6.7549  9.4902  -0.0003  0  -0.0008
Si  -0.0138  -0.0724  10.9101  -0.0001  -0.0013  -0.001
Si  2.7299  2.6397  10.8908  0  0.001  -0.0011
Si  -0.0147  5.3249  10.8491  -0.0024  -0.0015  0.0004
Si  2.7187  8.0935  10.8891  0.0009  -0.0003  -0.0026
Si  5.4362  -0.0697  10.8634  -0.0016  0.0009  -0.0011
Si  8.1737  2.6526  10.9128  0.0011  0.0002  -0.0015
Si  5.4174  5.3444  10.8794  -0.0003  -0.001  -0.0007
Si  8.2067  8.1086  10.8385  -0.0016  0.001  -0.0012
Si  1.3658  1.2723  12.2506  0  0.0007  0.0015
Si  4.0929  3.9526  12.2872  -0.0015  -0.0002  -0.0027
Si  1.3727  6.6339  12.18  0.0023  0.0003  0.0026
Si  4.1022  9.4434  12.24  0.0027  -0.0012  -0.0013
Si  6.8085  1.2495  12.233  -0.0021  -0.0033  -0.0016
Si  9.5632  3.9686  12.2895  0.0018  -0.0016  -0.0017
Si  6.8627  6.6886  12.1206  -0.0008  0.0006  -0.0009
Si  9.5345  9.4218  12.2746  -0.0023  0.0017  -0.0009
Si  0.0453  2.5924  13.6861  0.0001  -0.001  0.0011
Si  2.6987  -0.1142  13.5988  -0.0016  0.0038  0.0039
Si  -0.0048  7.9264  13.5243  -0.0033  -0.0029  0.0012
Si  2.6847  5.2915  13.6196  -0.0028  0.0001  -0.0011
Si  5.467  2.557  13.6352  -0.0003  0.0004  0.0003
Si  8.1312  -0.1126  13.6291  0.0025  0.0007  -0.0032
Si  5.5425  8.0203  13.4632  0.0018  0.0008  0.0014
Si  8.1241  5.327  13.5525  0.0003  0  0.0016
Si  1.3964  3.9335  15.1333  0.0015  -0.0019  -0.005
Si  4.0813  1.2012  15.0032  -0.0007  -0.0017  0.0033
Si  1.3881  9.2391  14.834  0.008  -0.0011  0.0086
Si  4.2281  6.6263  14.7662  -0.0017  0.0009  0.0016
Si  6.8479  3.9428  14.9661  -0.0011  0.0008  0.0027
Si  9.5153  1.2184  15.0114  0.0017  -0.0013  -0.0006
Si  6.8121  9.3088  14.9516  -0.0005  -0.003  0.0009
Si  9.4862  6.6152  14.929  0.0013  0.0011  0.0012
Si  -0.2602  -0.5634  16.0583  0.0104  0.0114  0.018
Si  3.0767  2.8017  16.4259  0.0055  -0.0026  -0.0071
Si  -0.2831  5.1006  16.3236  -0.0039  -0.0012  -0.0019
Si  3.101  8.1241  16.0816  -0.005  -0.0006  0.0006
Si  5.2032  -0.472  16.2232  -0.0007  0.0044  -0.0074
Si  8.3975  2.8381  16.3564  -0.001  0.0002  -0.0022
Si  5.2656  5.1048  16.2525  0.0006  -0.0029  -0.0062
Si  8.3621  8.1433  16.3296  0.0027  0.0022  -0.0061
Si  6.9204  -9.8817  18.4817  0.0028  -0.0011  0.004
Si  7.011  -8.1304  22.4391  0.0069  -0.004  0.0109
Si  34.3442  30.5492  22.4846  0.0005  -0.0047  0.0046
Si  -25.9621  -1.4113  26.1263  0.0001  0.0044  -0.0131
Si  -1.4632  6.3298  22.8579  0.0015  0.0067  0.0064
Si  -0.1628  2.6178  20.8077  0.0089  0.0009  0.0095
Si  -9.9501  20.8881  18.6997  -0.0885  0.0287  0.0289
Si  3.2077  41.2168  24.9317  0.002  0.0018  -0.008
Si  -30.2813  49.7196  21.1012  -0.0027  0.0048  0.0146
Si  8.1142  0.4004  24.1144  -0.0003  -0.0028  -0.0063
Si  -23.0385  45.3907  26.3553  0.0059  0.0021  -0.0052
Si  -16.7685  12.3217  20.9829  0.0105  -0.0122  0.0089
Si  5.4717  6.9428  21.3478  0.0018  0.0019  0.0095
Si  9.7785  20.3316  22.5439  0.0069  0.0027  0.0125
Si  -14.8206  17.297  18.6076  0.003  -0.0011  -0.0004
Si  -31.5792  25.5682  26.0067  -0.0016  -0.0013  -0.0142
Si  -4.0504  27.1119  23.7192  -0.0009  0.0004  0.0109
Si  -9.9332  15.2288  23.0184  0.0031  0.0015  0.005
Si  -28.1804  20.4972  22.5015  -0.0036  -0.007  0.0053
Si  19.5301  37.2883  20.4376  -0.003  0.0038  0.0107
Si  2.4075  12.3897  19.3266  -0.0034  0.0194  0.0095
Si  -1.6498  21.7651  20.1977  0.0316  -0.0371  -0.0115
Si  -16.6738  28.4891  25.7565  -0.0028  -0.0012  -0.0076
Si  23.222  17.7498  18.2732  0.0158  -0.0138  0.0143
O  -15.7226  1.4638  -8.4389  0.0056  -0.0032  0.0048
O  -12.9886  24.6684  -0.9869  -0.0043  0.0068  0.0178
O  0.6457  -10.9713  -10.867  -0.01  -0.0499  0.0525
O  12.4723  14.9981  -3.6957  -0.0025  -0.0001  0.006
O  10.0601  11.4315  -0.9862  0.0046  -0.0058  0.0159
O  -3.8428  10.2335  -3.4572  -0.002  -0.0021  0.0075
O  1.1555  42.4466  -0.3877  -0.002  0.0019  0.0029
O  8.7642  9.8323  -6.8479  0.0082  0.0216  -0.0343
O  3.7904  7.0327  -3.3301  0.0006  0.0004  0.0061
O  -29.6086  -2.0835  -1.6702  -0.0035  0.0024  0.025
O  -1.3869  31.0583  -11.5168  0.0008  -0.0014  0
O  -10.542  15.9182  -1.4137  -0.0035  0.0054  0.0137
O  -9.8128  41.0611  -9.568  -0.0038  0.0332  -0.014
O  11.1334  6.0161  -10.6046  0.0051  0.0022  0.0084
O  -1.2341  23.1814  -7.3258  0.003  -0.0058  -0.0086
O  23.8672  26.6178  -6.2151  0.0002  0.0076  -0.0032
O  -3.089  7.5171  17.7513  -0.0012  -0.0017  0.005
O  -3.8124  3.7446  23.6974  0.0011  -0.0026  -0.0089
O  -20.2766  7.3471  21.7645  0.0008  -0.0032  -0.0028
O  -11.7292  3.9056  20.0841  0.0024  -0.0017  -0.0011
O  -5.0541  16.6949  17.6115  0.0027  0.0031  0.0047
O  9.537  -3.9627  27.6556  0.0014  -0.0017  0.0079
O  -9.8205  13.0754  19.8805  0.0172  -0.0096  -0.0033
O  0.2857  35.6825  22.3278  -0.0004  0  -0.0106
O  0.4377  20.6226  22.1724  -0.0048  -0.0042  -0.0055
O  7.5566  12.175  22.8724  -0.0034  0.0059  -0.0014
O  5.9448  0.1358  17.5427  0.0079  0.0008  0.0115
O  8.1286  -21.6722  19.0456  0.02  -0.0031  0.0264
O  2.3568  25.1035  26.8953  0.0078  -0.0073  0.0181
O  27.7196  27.3695  25.0077  0.0053  -0.0023  -0.0113
O  -17.7047  9.3088  16.7112  0.0025  -0.0022  0.0018
O  15.9545  21.8427  21.8518  0.0001  0.025  -0.017
O  2.7232  -8.748  17.8749  -0.0044  -0.0047  0.014
O  -4.6349  -14.7299  19.9271  -0.0011  -0.0022  0.0002
O  -15.618  5.8649  22.342  0.0011  0.0017  -0.005
O  -4.9847  8.1051  25.8729  -0.0022  -0.0045  0.0072
O  -18.7642  20.3116  21.8594  0.0022  0.002  -0.0035
O  -15.9428  32.3025  26.9868  -0.0062  0.0072  0.0162
O  8.2576  38.7217  23.9325  0.0008  -0.0005  -0.0054
O  -8.2098  7.0381  17.2423  -0.0175  0.0025  0.0151
O  9.413  21.2985  23.761  0.0015  -0.0047  -0.0012
O  4.169  -17.7892  16.744  -0.0018  -0.0008  0.0008
O  15.6499  16.999  27.2158  0.0044  -0.0051  0.0119
O  4.2239  20.463  24.1279  -0.0012  -0.0014  -0.0049
O  -9.0676  19.4841  24.1005  -0.0019  0.0018  -0.0086
O  -23.7343  5.9124  21.3768  0.0045  -0.0028  -0.006
O  14.4484  12.6747  20.4055  0.0013  -0.0088  -0.0014
O  16.3507  30.1645  22.0794  -0.0018  -0.002  -0.0046
O  -13.177  23.2232  25.2071  -0.0013  0.0051  -0.0002
O  -11.0591  38.1356  23.2465  -0.0043  0.0044  -0.0021
O  -23.1345  -17.8299  16.8392  0.0023  0.0014  -0.0015
O  -30.4201  -0.1181  19.262  -0.0124  0.0002  -0.0028
O  -2.979  59.6324  19.1155  0.0005  0.0006  0.0007
O  18.6808  36.1502  21.2192  -0.0014  0.0027  -0.0025
O  -3.3062  13.1359  17.6621  -0.004  -0.0109  0.01
O  -1.1935  51.4521  22.9312  0.0014  0.0027  -0.0023
O  10.5441  10.2131  19.5993  0.0481  0.0118  -0.0579
O  -6.9339  17.3672  21.0843  0.005  0.0026  -0.0027
O  -10.8238  13.4468  25.817  -0.004  0.0024  0.0088
O  6.7065  4.2841  27.8604  -0.0028  0.0004  0.008
O  12.7756  6.0188  19.5717  -0.0064  0.0202  -0.0264
O  -5.4203  13.4903  21.9895  0.0009  -0.0069  -0.0153
O  -28.5918  12.3723  27.7191  -0.001  -0.0007  0.012
O  -24.6482  19.8939  26.9573  0.0067  -0.0076  0.0167

Results
free energy: -118376.285 eV
free energy less fixed offsets of O -570.45, Si -639.56 eV per atom: -3.805 eV

The program warned: the cutoff lies below the one the program advises for these potential files; the forces do not sum to zero within the program's tolerance; empty levels may hold ghost states of the PAW files; the exchange-correlation potential is rough where the density is thin.
